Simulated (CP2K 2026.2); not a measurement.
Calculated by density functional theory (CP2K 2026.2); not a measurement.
Periodic cell of 504 atoms, Si360O144, from a study of silicon, its oxide and their interface. The atomic structure is a simulated model.
Doubt: the forces sum to 1.95 eV/angstrom along one axis rather than to zero, so they err by at least 0.0039 eV/angstrom per atom on average; the grid cutoff is modest.

Settings: functional PBE; method Gaussian and plane waves; basis set DZVP-MOLOPT-SR-GTH; pseudopotentials GTH-PBE; grid cutoff 300 Ry, relative cutoff 40 Ry; k points Gamma only; occupations fixed; spin none; net charge 0.

Cell vectors (angstrom)
a 16.32 0 0
b 0 16.32 0
c -7.8168 -7.2303 33.1743

Atoms and the computed forces on them: element, x, y, z (angstrom), force x, y, z (eV/angstrom)
Si 1.596 -1.659 -0.094 -0.123 0.077 0.711
Si 4.23 1.21 0.058 -0.199 0.185 0.726
Si 1.185 4.446 0.135 -0.01 -0.214 0.693
Si 4.311 6.436 0.21 -0.038 0.296 0.799
Si 0.914 -6.625 -0.005 0.276 -0.005 0.714
Si 3.873 -3.864 -0.206 0.142 -0.232 0.737
Si 6.544 -0.975 -0.028 0.231 -0.365 0.676
Si 9.855 1.179 0.003 -0.194 0.046 0.702
Si 6.61 4.344 0.257 0.05 -0.195 0.753
Si 9.245 7.09 0.117 0.136 -0.106 0.746
Si 7.119 9.347 0.148 -0.199 0.022 0.705
Si -6.44 -4.355 0.186 -0.089 0.067 0.727
Si -4.263 -1.09 -0.029 0.128 -0.16 0.744
Si -1.605 1.576 0.043 0.288 -0.181 0.708
Si -3.81 3.871 -0.086 -0.376 0.273 0.705
Si -1.206 6.482 0.07 -0.07 0.235 0.744
Si -4.276 -6.582 0.237 0.021 -0.15 0.728
Si -1.296 -4.424 0.135 0.034 0.238 0.674
Si 2.671 -0.039 1.279 0.016 -0.026 -0.056
Si 5.422 2.711 1.424 -0.005 0.003 -0.026
Si 2.698 5.469 1.573 -0.022 0.001 -0.049
Si 5.464 8.156 1.346 0.004 0.013 -0.067
Si 2.68 -5.465 1.129 -0.006 -0.021 -0.059
Si 5.469 -2.734 1.16 -0.026 0.013 -0.057
Si 8.189 0.065 1.298 0.01 -0.004 -0.037
Si -5.385 2.769 1.312 0.018 -0.001 -0.053
Si 8.155 5.535 1.495 0.012 -0.005 -0.053
Si -5.479 8.165 1.458 -0.022 0.003 -0.066
Si 8.261 -5.453 1.474 0.005 0.001 -0.047
Si -5.356 -2.675 1.373 0.003 0.018 -0.05
Si -2.722 0.008 1.366 -0.017 0.022 -0.067
Si 0.037 2.723 1.281 -0.024 0.019 -0.052
Si -2.746 5.374 1.39 -0.006 -0.014 -0.064
Si -0.112 8.134 1.387 0.002 -0.037 -0.053
Si -2.742 -5.485 1.591 0.001 0.006 -0.038
Si -0.016 -2.771 1.248 0.008 -0.016 -0.066
Si 1.347 1.334 2.659 0.013 0.018 -0.002
Si 4.052 4.027 2.818 0.023 0.01 0.017
Si 1.328 6.889 2.797 -0.016 0.011 0.024
Si 4.041 9.549 2.595 -0.016 0.005 0.01
Si 1.364 -4.128 2.618 -0.001 0 0.033
Si 4.105 -1.389 2.611 -0.001 -0.02 0.049
Si 6.848 1.384 2.728 0.011 0.002 0.035
Si 9.553 4.095 2.704 -0.023 -0.03 0.005
Si 6.778 6.865 2.83 0.002 0.002 0.035
Si 9.55 -6.8 2.873 0.015 -0.01 0.05
Si 6.795 -4.048 2.638 -0.021 0.009 0.002
Si -6.82 -1.357 2.675 0.003 0.021 0.012
Si -4.065 1.396 2.73 0.004 0.005 0.02
Si -1.346 4.03 2.725 0.008 -0.023 0.031
Si -4.09 6.767 2.73 0.017 0.024 0.003
Si -1.398 -6.887 2.85 0.01 -0.008 0.029
Si -4.046 -3.999 2.817 -0.017 -0.003 0.034
Si -1.331 -1.382 2.652 -0.008 -0.011 -0.004
Si -0.002 -0.012 4.033 -0.012 0.009 0.003
Si 2.684 2.655 4.101 0.002 -0.018 0.015
Si -0.014 5.436 4.087 -0.017 -0.001 -0.025
Si 2.731 8.236 4.081 0.002 0.014 0.009
Si 0.023 -5.452 4.066 0.01 0.01 -0.016
Si 2.727 -2.744 3.991 0 0.012 -0.025
Si 5.453 -0.025 4.019 -0.01 -0.001 -0.01
Si 8.19 2.746 4.081 -0.018 0.007 0.018
Si 5.426 5.438 4.124 -0.002 0.013 -0.019
Si 8.152 -8.138 4.189 -0.003 0.006 -0.005
Si 5.413 -5.42 3.988 0.01 -0.02 0.001
Si 8.142 -2.71 4.044 0.018 0.003 0.007
Si -5.454 0.014 4.047 0.005 0.01 -0.016
Si -2.698 2.706 4.114 0.006 -0.012 0
Si -5.433 5.425 4.103 0.007 -0.008 -0.015
Si -2.762 8.095 4.158 -0.008 -0.004 0.024
Si -5.41 -5.394 4.152 0.004 -0.016 -0.01
Si -2.661 -2.671 4.116 0.007 0.003 0.008
Si 1.398 -1.373 16.282 -0.005 0.005 -0.014
Si 4.077 1.385 16.265 -0.002 -0.01 -0.013
Si 1.347 4.08 16.33 0.01 0.002 -0.007
Si 4.055 6.797 16.316 -0.006 -0.005 -0.011
Si 1.349 -6.818 16.353 -0.008 -0.006 0.003
Si 4.087 -4.097 16.34 -0.01 -0.003 -0.003
Si 6.849 -1.353 16.272 0.005 0.002 -0.013
Si -6.785 1.364 16.327 0.007 -0.005 -0.01
Si 6.817 4.093 16.311 0.009 -0.001 -0.012
Si -6.818 6.799 16.328 -0.013 -0.004 -0.016
Si 6.779 -6.819 16.35 -0.003 -0.006 -0.014
Si -6.808 -4.096 16.278 -0.004 0.001 -0.01
Si -4.073 -1.337 16.293 0.005 0.009 -0.016
Si -1.367 1.379 16.287 0.011 0.001 -0.018
Si -4.076 4.103 16.35 0.012 0.004 0.001
Si -1.393 6.795 16.377 -0.006 -0.005 -0.009
Si -4.076 9.492 16.337 -0.012 0.003 -0.011
Si -1.352 -4.093 16.303 -0.012 -0.001 -0.016
Si 2.719 0.041 17.618 -0.002 -0.004 0.02
Si 5.457 2.708 17.624 -0.008 0.017 0
Si 2.718 5.432 17.684 -0.017 0.013 0.008
Si 5.385 8.142 17.708 0.005 -0.005 -0.008
Si 2.726 -5.474 17.718 0.014 0.009 0
Si 5.514 -2.717 17.615 0.006 0.002 0.004
Si 8.183 -0.011 17.683 0.004 -0.008 0.01
Si -5.429 2.729 17.688 -0.014 -0.009 0.016
Si 8.13 5.471 17.706 0.008 0.016 0.017
Si -5.436 8.114 17.699 -0.005 0.009 -0.009
Si 8.19 -5.468 17.664 0.005 -0.002 0.017
Si -5.49 -2.677 17.598 -0.011 -0.002 -0.021
Si -2.694 0.013 17.649 -0.031 -0.028 0.02
Si -0.047 2.735 17.675 -0.006 -0.012 -0.002
Si -2.749 5.447 17.783 -0.009 0.006 0.009
Si -0.045 -8.148 17.729 -0.008 0.001 0.018
Si -2.714 -5.446 17.667 0.026 -0.005 0.005
Si 0.064 -2.762 17.626 0.014 0.007 -0.018
Si 1.312 1.362 18.993 -0.003 -0.01 -0.023
Si 4.119 4.049 18.991 0.001 0.011 -0.024
Si 1.324 6.771 19.04 -0.007 -0.009 -0.025
Si 4.073 -6.819 19.122 0.01 -0.005 -0.006
Si 1.357 -4.12 19.061 -0.021 -0.002 -0.007
Si 4.174 -1.284 18.887 0.025 0.012 -0.046
Si 6.801 1.359 18.997 -0.001 -0.013 -0.008
Si -6.8 4.112 19.03 0.026 0.008 -0.05
Si 6.697 6.773 19.089 -0.007 -0.022 -0.018
Si -6.81 9.446 19.038 -0.024 0.012 -0.016
Si 6.881 -4.059 19 -0.01 0.007 -0.035
Si 9.541 -1.362 19.066 0.013 -0.003 -0.014
Si -4.055 1.354 19.034 0.017 0.023 -0.028
Si -1.384 4.052 19.119 0.009 -0.016 -0.005
Si -4.136 6.8 19.169 -0.004 -0.012 -0.001
Si -1.399 -6.767 19.123 0.018 -0.014 -0.026
Si -4.133 -4.034 18.888 -0.003 -0.007 -0.016
Si -1.256 -1.358 18.924 0.012 0.032 -0.03
Si 0.037 -0.043 20.399 0.004 -0.01 0.046
Si 2.713 2.718 20.28 -0.018 0 0.046
Si -0.013 5.409 20.46 0.022 0.036 0.05
Si 2.656 8.118 20.441 -0.009 0.002 0.05
Si -0.011 -5.41 20.533 -0.007 0.01 0.052
Si 2.846 -2.688 20.158 0.02 -0.005 0.036
Si 5.464 0.036 20.382 -0.013 -0.015 0.044
Si 8.129 2.737 20.32 0.01 0.018 0.061
Si 5.394 5.335 20.491 0.019 -0.005 0.024
Si 8.082 8.12 20.421 0.026 0.024 0.042
Si 5.544 -5.428 20.362 0.01 0.001 0.071
Si 8.206 -2.714 20.454 0.01 0.006 0.039
Si -5.401 -0.008 20.407 -0.022 -0.01 0.054
Si -2.716 2.662 20.491 -0.007 -0.007 0.061
Si -5.491 5.398 20.533 -0.003 -0.016 0.078
Si -2.823 -8.094 20.522 0.013 0.034 0.045
Si -5.449 -5.394 20.261 -0.002 -0.008 0.04
Si -2.696 -2.696 20.141 0 0.012 0.051
Si 1.761 -1.187 21.526 -0.205 0.011 -0.712
Si 3.825 1.174 21.632 0.229 0.108 -0.751
Si 1.616 4.213 21.702 -0.17 -0.027 -0.746
Si 3.76 6.489 21.725 0.097 0.051 -0.676
Si 1.048 -7.116 21.795 0.191 0.204 -0.781
Si 4.422 -3.746 21.499 -0.019 -0.094 -0.819
Si 6.601 -1.534 21.71 0.227 0.171 -0.728
Si -6.647 1.585 21.603 -0.055 -0.24 -0.742
Si 6.941 4.096 21.834 -0.245 -0.12 -0.705
Si -7.253 6.434 21.73 0.184 0.043 -0.745
Si 7.12 -6.493 21.755 -0.151 -0.19 -0.753
Si 9.409 -4.314 21.716 0.057 0.321 -0.689
Si -3.704 -1.165 21.559 -0.215 0.042 -0.736
Si -1.526 1.06 21.784 0.176 0.198 -0.742
Si -4.37 3.728 21.805 0.177 0.214 -0.781
Si -1.219 7.006 21.705 -0.135 -0.16 -0.737
Si -3.966 -6.374 21.744 -0.023 -0.319 -0.682
Si -1.71 -4.176 21.629 0.271 -0.046 -0.69
Si -8.002 7.035 -4.879 -0.006 -0.196 0.142
Si 0.116 -6.082 -5.152 0.113 0.008 -0.06
Si 2.134 0.26 25.61 -0.055 0.078 -0.051
Si -2.566 -6.787 -4.379 0.022 0.068 0.03
Si 7.106 0.052 -2.663 0.066 -0.143 0.143
Si -2.607 -2.81 -2.121 -0.09 0.019 0.119
Si 3.56 -4.44 24.375 0.024 0.135 -0.083
Si 5.354 2.462 24.081 0.119 0.063 -0.211
Si 5.247 -5.891 -1.995 0.001 0.088 -0.051
Si -4.702 -6.899 24.677 -0.005 0.042 -0.128
Si 4.267 7.36 24.624 -0.046 0.091 -0.13
Si 7.537 3.879 -4.718 -0.057 0.122 0.03
Si -3.724 -1.972 25.946 0.007 0.098 -0.049
Si -7.769 -0.306 23.664 -0.062 0.014 -0.056
Si -3.373 7.796 -6.924 0.079 -0.145 -0.117
Si 1.748 -3.855 -6.732 -0.006 -0.03 -0.071
Si -1.206 -3.271 24.514 -0.079 0.057 -0.081
Si 0.612 2.924 -4.034 -0.056 0.015 0.079
Si -5.883 6.574 -2.737 0.069 0.11 0.123
Si 2.407 1.427 -5.822 0.027 -0.013 0.029
Si -6.778 -3.346 -2.684 0.09 0.063 0.067
Si -1.424 6.082 24.586 -0.152 -0.041 -0.128
Si 7.843 -2.934 -4.93 0.126 0.17 -0.082
Si 0.97 7.764 -6.707 0.067 0.013 -0.09
Si 7.744 1.78 -6.999 -0.01 0.077 0.011
Si -6.64 -0.786 -4.059 0.045 -0.075 -0.034
Si -2.783 2.574 -6.881 -0.063 -0.051 0.009
Si 1.473 -2.318 24.392 -0.018 0.025 -0.093
Si -6.944 7.43 24.666 -0.106 -0.011 -0.047
Si 3.905 7.897 -2.3 0.022 -0.089 0.111
Si 0.668 4.493 25.696 0.061 0.029 0.022
Si -5.524 -2.439 23.622 0.007 -0.079 -0.012
Si -3.056 7.907 -2.034 -0.106 -0.121 0.168
Si -4.327 -4.485 -4.073 0.001 0.109 0.026
Si 4.034 -7.948 -7.018 0.039 -0.058 -0.006
Si 5.681 -7.675 -4.312 0.033 0.059 0.094
Si 6.72 -7.164 24.782 0.084 -0.022 -0.134
Si -3.624 3.941 24.855 -0.001 -0.025 -0.077
Si 2.216 -6.902 24.724 -0.105 -0.133 -0.125
Si -1.428 1.099 -3.037 -0.098 0.098 0.088
Si -4.499 4.144 -3.206 0.152 -0.083 0.153
Si 2.827 3.011 -2.132 0.033 -0.046 0.103
Si 1.198 -7.877 -2.915 -0.104 0.065 0.078
Si 5.187 -1.371 -4.514 0.104 -0.103 0.15
Si 4.344 3.596 -4.689 -0.048 -0.045 -0.021
Si 0.401 2.251 23.961 -0.079 0.034 -0.128
Si 8.018 2.68 -1.965 0.006 -0.045 0.121
Si 0.127 -1.323 -2.81 0.002 0.053 0.151
Si -2.154 -7.595 26.018 0.055 0.015 -0.135
Si 0.28 6.026 -4.384 0.048 -0.071 0.077
Si -2.479 5.179 -5.5 -0.145 -0.02 -0.034
Si -4.239 1.319 -4.343 0.038 -0.025 0.009
Si 3.835 4.575 25.916 -0.068 -0.054 0.024
Si 2.418 -1.617 -4.71 -0.065 0.112 0.053
Si 1.378 -1.375 5.379 0.002 -0.01 -0.006
Si 4.089 1.315 5.416 0.02 0.004 0.015
Si 1.348 4.065 5.437 -0.002 -0.009 0.006
Si 4.061 6.825 5.438 -0.005 0.002 0.006
Si 1.373 9.552 5.462 -0.001 -0.008 0.017
Si 4.075 -4.076 5.392 0.001 -0.008 -0.007
Si 6.797 -1.358 5.417 -0.013 0.006 0.005
Si 9.527 1.364 5.436 0.001 0.004 0.006
Si 6.813 4.084 5.451 0.008 -0.003 0.015
Si 9.527 6.785 5.477 -0.006 0.007 0.007
Si 6.757 -6.75 5.44 -0.017 0.015 0.011
Si 9.496 -4.053 5.447 -0.002 0.011 0.007
Si -4.076 -1.326 5.429 0.003 -0.001 0.007
Si -1.346 1.332 5.441 0.004 -0.003 0.02
Si -4.067 4.072 5.459 0.008 0.001 0.007
Si -1.369 6.761 5.483 0.004 -0.002 0.012
Si -4.077 -6.798 5.485 -0.007 0.01 0.016
Si -1.326 -4.079 5.437 0.007 -0.013 0.01
Si 2.723 -0.028 6.778 0.007 -0.004 -0.003
Si 5.439 2.703 6.777 -0.006 0 -0.001
Si 2.709 5.442 6.788 0.002 0.005 0.001
Si 5.426 -8.141 6.8 -0.003 0.006 -0.006
Si 2.737 -5.414 6.804 -0.009 0 0.001
Si 5.435 -2.724 6.771 0.005 0.003 0.004
Si 8.156 0.003 6.785 -0.002 -0.005 0
Si 10.885 2.714 6.807 0.002 -0.002 0.005
Si 8.162 5.433 6.827 -0.004 0 0.005
Si 10.873 -8.157 6.829 0.003 0 -0.002
Si 8.137 -5.414 6.805 -0.009 0.001 0.002
Si 10.883 -2.699 6.787 -0.009 0.001 -0.004
Si -2.718 0.003 6.812 -0.002 0.009 0.004
Si 0 2.707 6.803 -0.01 -0.007 0
Si -2.726 5.421 6.842 0.004 -0.004 0.008
Si 0.005 8.16 6.796 0.007 0.004 0.001
Si -2.694 -5.434 6.808 0.008 -0.007 0.002
Si 0.027 -2.712 6.785 0.007 -0.01 -0.005
Si 1.372 1.346 8.147 0.001 0.005 -0.011
Si 4.081 4.077 8.138 0.009 -0.003 -0.005
Si 1.356 6.797 8.159 -0.008 -0.005 0
Si 4.075 -6.79 8.167 0 0 -0.002
Si 1.372 -4.066 8.162 0.013 0.009 0.004
Si 4.081 -1.373 8.148 -0.005 -0.007 0
Si 6.796 1.356 8.151 0.003 0.003 -0.002
Si 9.524 4.071 8.173 0.003 0.001 -0.004
Si 6.793 6.811 8.157 0.003 0.009 -0.003
Si 9.5 -6.79 8.161 -0.007 -0.012 -0.003
Si 6.787 -4.063 8.164 -0.003 -0.006 0
Si 9.522 -1.35 8.152 0.004 0.006 -0.003
Si -4.075 1.363 8.171 0.007 0 0
Si -1.357 4.059 8.177 -0.006 -0.006 0.005
Si -4.082 6.803 8.18 0.001 0.004 -0.004
Si -1.347 -6.8 8.167 -0.001 0.007 0.002
Si -4.077 -4.072 8.148 -0.002 -0.005 -0.007
Si -1.348 -1.366 8.152 -0.004 -0.004 -0.013
Si 0.007 -0.002 9.516 -0.004 0.002 0
Si 2.724 2.717 9.507 -0.002 -0.003 -0.005
Si -0.001 5.437 9.522 -0.005 -0.001 -0.001
Si 2.715 -8.158 9.517 0.006 0.003 -0.005
Si 0.012 -5.436 9.519 0.006 -0.003 -0.006
Si 2.726 -2.717 9.526 -0.001 -0.009 -0.005
Si 5.439 -0.005 9.509 -0.001 -0.001 -0.004
Si 8.154 2.715 9.519 0.003 -0.004 -0.001
Si 5.433 5.441 9.509 0 0.001 -0.002
Si 8.151 -8.156 9.524 -0.004 0.001 0.005
Si 5.44 -5.436 9.523 0.003 0.001 0.001
Si 8.163 -2.711 9.514 -0.001 0.004 -0.008
Si -5.439 0.001 9.52 -0.001 0.004 -0.004
Si -2.719 2.715 9.536 -0.005 0.001 0.002
Si -5.443 5.441 9.53 0.002 -0.002 0.001
Si -2.716 -8.154 9.526 -0.001 -0.004 -0.003
Si -5.441 -5.435 9.511 0.001 0.002 0
Si -2.711 -2.723 9.515 0.009 0.005 -0.003
Si 1.364 -1.36 10.882 0.011 -0.002 -0.003
Si 4.083 1.359 10.872 0.009 -0.001 -0.003
Si 1.363 4.077 10.875 0.003 -0.001 -0.001
Si 4.074 -9.519 10.875 -0.009 0.002 -0.004
Si 1.36 -6.803 10.883 -0.003 0 0.002
Si 4.079 -4.083 10.88 -0.007 0.007 0.002
Si 6.804 -1.357 10.874 0.006 -0.002 0.001
Si 9.519 1.36 10.876 0.004 0.002 0.003
Si 6.797 4.085 10.873 0.004 0.002 -0.002
Si 9.513 -9.518 10.883 -0.001 -0.004 -0.001
Si 6.795 -6.799 10.884 -0.002 0.002 0.004
Si 9.52 -4.078 10.874 -0.007 0.007 -0.001
Si -4.07 -1.36 10.873 -0.001 -0.002 -0.002
Si -1.354 1.356 10.883 -0.01 0.003 -0.002
Si -4.078 4.085 10.884 0.006 -0.006 -0.003
Si -1.363 6.799 10.88 -0.001 0.003 0.003
Si -4.083 -6.797 10.881 0.002 -0.002 0
Si -1.355 -4.084 10.88 -0.002 -0.012 -0.003
Si 2.726 0 12.238 -0.009 0.003 0.004
Si 5.438 2.726 12.233 0 -0.001 0.005
Si 2.711 5.447 12.237 0.004 0 0.002
Si 5.433 -8.162 12.24 0.004 0 0.006
Si 2.723 -5.446 12.24 0.009 -0.003 -0.001
Si 5.447 -2.726 12.227 -0.006 -0.008 -0.004
Si 8.163 0.002 12.235 -0.003 0.001 0.006
Si 10.877 2.726 12.23 -0.001 0.004 0
Si 8.156 5.44 12.243 0 0.003 0.004
Si 10.875 -8.16 12.242 -0.005 0 0.001
Si 8.161 -5.442 12.238 0.006 -0.004 0.003
Si 10.893 -2.725 12.229 0.007 0.002 -0.001
Si -2.717 0.002 12.242 0.007 -0.002 0.005
Si -0.001 2.725 12.239 0 -0.006 0.005
Si -2.723 5.445 12.244 -0.004 0.001 0.002
Si -0.005 8.156 12.24 0.002 -0.005 0
Si -2.712 -5.448 12.243 -0.003 0.011 0.001
Si 0.006 -2.724 12.241 -0.003 0.003 0.002
Si 1.359 1.36 13.59 0.009 -0.001 0.004
Si 4.078 4.094 13.59 -0.005 0.003 0.001
Si 1.342 6.796 13.607 -0.004 0.007 0.004
Si 4.071 -6.809 13.606 -0.011 0.007 0.013
Si 1.366 -4.09 13.599 0.001 -0.003 0.004
Si 4.098 -1.366 13.586 0.008 -0.011 -0.004
Si 6.806 1.37 13.591 0.006 0 0.009
Si 9.525 4.08 13.6 0.008 -0.01 -0.001
Si 6.796 -9.517 13.601 -0.001 -0.003 0.008
Si 9.516 -6.802 13.604 -0.008 0.004 0.011
Si 6.788 -4.094 13.593 0 0.017 0.002
Si 9.538 -1.358 13.58 0.002 -0.007 0.002
Si -4.079 1.38 13.589 -0.008 0.006 -0.007
Si -1.357 4.094 13.603 -0.003 0.003 0.006
Si -4.091 6.796 13.606 0.002 0.001 0.005
Si -1.36 9.505 13.611 0 -0.01 0.001
Si -4.073 -4.089 13.597 0.005 -0.006 0.004
Si -1.357 -1.362 13.596 -0.005 0.002 0.007
Si 0.005 -0.003 14.953 -0.001 -0.003 -0.001
Si 2.705 2.742 14.937 -0.003 0.001 0.002
Si -0.019 5.452 14.991 -0.002 0.001 0.005
Si 2.698 8.157 14.964 0 -0.013 -0.004
Si 0.011 -5.456 14.962 0.002 0.005 0.001
Si 2.751 -2.738 14.943 0.006 0.01 -0.005
Si 5.452 0.003 14.941 0 -0.003 -0.005
Si 8.171 2.721 14.96 0 0.01 0.001
Si 5.436 5.445 14.962 -0.001 0.006 0.003
Si 8.149 -8.156 14.969 0.009 0.004 -0.001
Si 5.435 -5.458 14.971 0.003 -0.001 0.003
Si 8.172 -2.731 14.913 0.008 -0.007 -0.003
Si -5.434 0.018 14.941 0.001 -0.007 0.004
Si -2.729 2.748 14.954 -0.007 -0.003 0.002
Si -5.449 5.439 14.974 -0.004 0.005 0.001
Si -2.726 8.139 14.971 0 0.002 0.01
Si -5.423 -5.458 14.959 0.008 0.004 -0.007
Si -2.716 -2.724 14.954 0.001 -0.003 -0.006
O 3.669 1.91 -1.305 0.06 0.073 -0.612
O 4.172 -7.016 -1.525 -0.476 0.064 0.811
O 2.786 -0.02 22.049 -0.029 0.199 0.137
O 8.013 5.274 22.241 -0.023 0.089 0.245
O -6.186 -1.842 -2.907 0.226 0.376 0.202
O 0.795 -6.584 -3.779 0.235 0.178 0.02
O -3.807 4.157 23.262 0.192 0.455 0.127
O -0.178 -5.477 -0.441 0.121 0.066 -0.394
O 2.422 -1.22 25.053 0.708 -0.025 -0.077
O -5.347 -5.471 -0.323 -0.086 0.159 -0.645
O 4.82 -3.867 25.187 0.342 0.561 0.1
O 2.685 5.344 22.25 -0.047 -0.014 0.346
O 0.003 5.463 -0.393 0.035 -0.084 -0.457
O -4.869 -6.606 23.094 -0.624 0.133 0.043
O 4.422 7.232 23.016 0.431 0.271 -0.139
O 1.214 -7.471 -1.36 0.171 -0.383 0.018
O 6.514 -6.937 23.192 -0.501 -0.381 -0.104
O -8.014 -5.435 22.154 0.02 -0.14 0.125
O -1.246 0.996 -1.433 0.297 -0.228 -0.074
O -5.534 2.637 22.158 -0.042 -0.042 0.335
O 5.443 5.358 -0.265 -0.132 -0.089 -0.405
O -2.292 -4.018 -1.094 -0.258 -0.403 0.1
O -4.397 7.245 -2.681 0.088 0.039 -0.251
O -0.032 -2.25 24.972 -0.178 0.329 0.286
O -3.542 -1.722 -1.356 -0.091 0.189 -0.273
O 1.161 -2.05 -3.795 0.058 -0.813 -0.177
O -1.173 -2.217 -2.521 0.1 -0.127 -0.086
O -6.162 -3.832 23.101 0.042 -0.554 0.271
O 6.439 3.319 23.202 0.048 -0.224 0.197
O 2.742 -2.738 -0.601 0.118 -0.113 -0.489
O 6.294 -2.494 -4.844 -0.031 -0.168 -0.3
O 1.418 1.096 24.429 0.05 0.086 -0.433
O 5.277 0.021 -0.335 -0.241 -0.185 -0.364
O -4.43 -4.361 -5.674 -0.022 0.027 0.006
O -0.398 -0.011 -3.59 0.106 -0.028 -0.788
O 3.558 0.863 26.014 0.163 0.289 -0.007
O 6.892 1.518 -2.021 -0.297 0.22 -0.063
O -7.383 -1.723 -5.202 0.137 0.042 -0.72
O -7.059 -3.654 -1.142 -0.676 0.342 -0.194
O -0.715 -4.772 24.857 0.219 -0.464 -0.356
O -5.115 -2.367 25.183 -0.406 -0.162 0.449
O 0.763 4.535 -4 0.179 0.037 0.29
O 4.388 5.912 25.258 0.319 -0.004 0.06
O 8.086 2.954 -5.941 0.581 -0.086 0.082
O -6.419 6.447 -1.219 0.104 -0.571 -0.283
O -1.361 -3.237 22.913 0.169 0.304 0.025
O -7.072 6.006 25.423 -0.459 -0.397 -0.269
O -5.513 8.077 25.047 0.093 -0.475 0.175
O -7.473 1.089 22.92 -0.495 0.175 0.127
O -5.379 0.149 -4.492 0.095 0.155 -0.514
O 4.707 -0.81 -5.95 -0.488 0.141 0.011
O -2.8 -5.292 22.139 0.148 0.082 0.187
O 8.012 -4.1 -6.021 0.027 -0.455 0.239
O -2.539 -2.866 25.304 0.18 -0.441 0.032
O 1.112 3.3 22.952 0.057 0.035 0.224
O 3.731 2.189 -5.238 0.402 -0.228 0.052
O 7.44 3.852 -1.04 -0.025 0.288 -0.457
O 2.265 4.358 25.635 0.06 -0.014 -0.046
O 2.233 -0.075 -5.213 -0.256 0.211 -0.039
O -4.966 4.366 25.645 0.001 0.067 0.227
O -6.975 2.009 -1.318 0.494 0.206 -0.454
O 2.129 4.054 -1.126 0.18 0.261 -0.327
O -4.838 2.602 -3.549 -0.518 -0.188 0.272
O 5.202 7.553 -3.196 0.2 -0.348 0.133
O 4.572 -4.466 -1.585 -0.234 0.322 -0.575
O -3.314 2.368 25.18 0.332 -0.062 0.016
O -2.419 4.972 25.24 0.138 -0.052 0.333
O -1.872 6.377 23.063 -0.613 -0.055 0.173
O -3.142 6.219 -6.576 -0.319 -0.124 -0.201
O -7.687 -0.113 25.251 -0.263 -0.188 0.286
O 2.151 -3.741 24.743 -0.324 -0.386 0.535
O 2.707 8.069 -3.343 -0.001 0.038 -0.912
O 7.13 8.126 -4.751 0.035 0.146 -0.411
O -4.109 4.327 -1.63 0.044 0.299 -0.115
O -1.244 5.973 -4.866 -0.014 0.133 0.075
O 7.208 -1.122 -1.532 0.38 -0.444 -0.148
O -4.18 -2.096 22.805 0.097 -0.05 0.369
O 5.475 -8.087 25.239 0.008 -0.127 0.354
O 1.339 -2.084 22.807 -0.356 -0.117 0.214
O -5.264 -5.803 25.729 0.044 0.619 0.073
O 5.47 -2.643 22.108 0.244 -0.063 0.587
O 4.664 3.397 25.199 0.072 -0.18 0.538
O 3.689 -4.381 22.786 -0.307 -0.276 0.069
O -3.1 -7.034 24.85 0.162 0.033 -0.293
O -3.421 4.722 -4.264 -0.109 0.233 0.174
O -1.361 7.45 25.441 0.37 0.007 0.109
O 0.9 -1.008 -1.417 -0.158 0.398 -0.05
O -3.508 -7.248 -1.02 0.258 0.209 -0.097
O -1.418 -5.723 -4.794 -0.126 0.367 0.118
O 6.685 -5.76 25.599 0.281 0.195 -0.133
O 7.157 -0.923 23.127 -0.25 -0.054 0.346
O 5.908 1.171 24.93 0.451 -0.096 0.221
O 0.074 -7.329 -6.176 -0.242 -0.177 -0.414
O -8.027 3.323 -3.405 0.49 0.049 -0.101
O -6.597 -1.314 23.228 0.08 0.04 -0.314
O 1.183 6.616 -5.592 0.538 -0.239 -0.011
O -1.967 3.805 -6.21 0.31 -0.153 0.198
O 3.764 3.81 -3.186 0.014 0.273 0.095
O -2.645 -0.073 22.184 0.024 0.011 0.463
O 3.927 4.826 -5.674 -0.136 0.434 0.252
O -2.95 0.791 -3.495 -0.122 -0.411 0.036
O -3.348 -3.358 -3.444 0 0.491 -0.426
O 8.141 -3.513 -3.455 -0.229 -0.261 0.346
O 1.62 2.282 -2.929 -0.319 -0.716 0.207
O 0.106 5.544 24.597 0.254 -0.053 -0.43
O -0.87 1.614 23.181 -0.051 0.039 0.384
O -0.002 3.062 25.309 -0.236 -0.135 0.373
O -2.95 -7.663 -5.649 0.273 0.143 -0.141
O 1.59 -6.67 23.257 -0.029 0.095 0.238
O -5.401 1.136 26.091 -0.255 0.015 -0.1
O -7.824 0.15 -3.483 0.132 0.388 -0.039
O -2.123 -7.782 -3.19 0.367 -0.153 -0.01
O -0.103 8.105 22.169 0.033 0.05 0.419
O 3.553 6.815 -1.181 -0.533 -0.322 -0.203
O 5.61 -6.205 -3.56 0.312 0.366 -0.227
O 4.278 1.907 23.01 -0.144 -0.154 0.115
O 6.594 -6.105 -1.129 0.501 0.44 -0.395
O -5.752 -4.386 -3.35 -0.05 -0.484 -0.069
O 3.534 -5.986 24.799 0.426 -0.23 0.156
O 6.631 0.731 -6.488 -0.125 -0.009 0.49
O 2.495 -2.726 -5.872 0.292 0.054 0.02
O 8.136 -7.916 25.043 0.266 0.317 0.197
O -2.081 6.884 -1.251 0.204 -0.093 -0.15
O -6.837 7.215 23.079 0.394 0.235 0.093
O 5.855 -0.221 -3.62 -0.478 0.61 -0.135
O -6.949 7.34 -3.676 0.039 0.403 0.055
O -0.914 2.519 -3.64 -0.395 0.352 -0.017
O 0.881 -4.828 -5.782 0.115 0.174 0.419
O 4.676 -7.618 -5.572 -0.226 0.364 0.075
O 2.779 7.928 24.971 -0.408 -0.39 0.222
O -7.316 7.383 -6.283 -0.137 -0.141 -0.02
O 7.812 5.478 -4.886 -0.073 0.009 0.003
O 1.085 2.307 -5.453 -0.219 -0.039 -0.623
O 3.789 -1.809 -3.839 0.016 -0.115 0.761
O 5.952 3.582 -4.606 0.072 -0.235 0.102
O -2.699 2.717 -0.311 -0.016 -0.06 -0.299
O -3.358 -0.391 25.765 0.426 0.066 -0.356
O -3.809 -5.973 -3.775 -0.393 -0.263 0.008
O -5.378 0.037 -0.496 -0.137 -0.067 -0.543
O 8.163 -8.111 -0.402 -0.019 0.038 -0.421
O -5.789 5.094 -3.38 -0.603 -0.287 -0.239
O -3.721 1.813 -5.792 -0.114 -0.237 -0.136
O 1.2 -6.385 25.852 -0.012 -0.049 0.309
O 0.359 7.082 -3.159 -0.249 -0.204 0.308

Results
total energy: -101656.615 eV
total energy less fixed offsets of O -438.25, Si -107.07 eV per atom: -3.415 eV
